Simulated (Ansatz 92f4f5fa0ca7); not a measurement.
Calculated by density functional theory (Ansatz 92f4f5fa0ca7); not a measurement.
Periodic cell of 300 atoms, Si196O104, from a study of silicon, its oxide and their interface. The atomic structure is a simulated model.
Doubt: the cutoff is far below the 930 eV that the study's wrapper takes by default for these files, so forces and energies are approximate.
This geometry differs little from another in the collection (a relaxation step or a small displacement).

Settings: functional PBE; potential files Ansatz PAW; basis plane waves; wave-function cutoff 580 eV; density cutoff ratio 5; exchange-correlation grid ratio 1; k mesh 1 x 1 x 1, Gamma-centred; self-consistency stop 5e-08 eV per atom in the density residual; occupations fixed; spin none; net charge 0.

Cell vectors (angstrom)
a, 11.6015, 0, 0
b, 0, 10.938, 0
c, 0, 0, 41.7148

Atoms: element, x, y, z (angstrom)
Si, 0, 0, 0.9665
Si, 3.8672, 0, 0.9665
Si, 7.7343, 0, 0.9665
Si, 1.9336, 1.3673, 0.9665
Si, 5.8008, 1.3673, 0.9665
Si, 9.6679, 1.3673, 0.9665
Si, 0, 5.469, 0.9665
Si, 3.8672, 5.469, 0.9665
Si, 7.7343, 5.469, 0.9665
Si, 1.9336, 6.8362, 0.9665
Si, 5.8008, 6.8362, 0.9665
Si, 9.6679, 6.8362, 0.9665
Si, 1.9336, 2.7345, 40.7477
Si, 5.8008, 2.7345, 40.7477
Si, 9.6679, 2.7345, 40.7477
Si, 0, 4.1018, 40.7477
Si, 3.8672, 4.1018, 40.7477
Si, 7.7343, 4.1018, 40.7477
Si, 1.9336, 8.2035, 40.7477
Si, 5.8008, 8.2035, 40.7477
Si, 9.6679, 8.2035, 40.7477
Si, 0, 9.5708, 40.7477
Si, 3.8672, 9.5708, 40.7477
Si, 7.7343, 9.5708, 40.7477
Si, 0, 0, 4.8337
Si, 3.8672, 0, 4.8337
Si, 7.7343, 0, 4.8337
Si, 1.9336, 1.3673, 4.8337
Si, 5.8008, 1.3673, 4.8337
Si, 9.6679, 1.3673, 4.8337
Si, 0, 5.469, 4.8337
Si, 3.8672, 5.469, 4.8337
Si, 7.7343, 5.469, 4.8337
Si, 1.9336, 6.8362, 4.8337
Si, 5.8008, 6.8362, 4.8337
Si, 9.6679, 6.8362, 4.8337
Si, 1.9336, 2.7345, 2.9001
Si, 5.8008, 2.7345, 2.9001
Si, 9.6679, 2.7345, 2.9001
Si, 0, 4.1018, 2.9001
Si, 3.8672, 4.1018, 2.9001
Si, 7.7343, 4.1018, 2.9001
Si, 1.9336, 8.2035, 2.9001
Si, 5.8008, 8.2035, 2.9001
Si, 9.6679, 8.2035, 2.9001
Si, 0, 9.5708, 2.9001
Si, 3.8672, 9.5708, 2.9001
Si, 7.7343, 9.5708, 2.9001
Si, -0.4832, 0.0736, 31.1444
Si, 1.409, 1.4202, 31.1236
Si, 7.3269, 0.5874, 31.2666
Si, 3.026, -0.261, 31.1431
Si, 5.1971, 0.5895, 29.1538
Si, 9.4175, 1.6544, 31.1156
Si, -0.0065, 5.6617, 30.8933
Si, 4.3518, 5.7776, 30.4548
Si, 7.8021, 5.4932, 31.0493
Si, 2.0813, 7.8685, 31.143
Si, 9.6295, 6.8983, 30.9038
Si, 6.1557, 7.099, 30.8186
Si, 1.8744, 2.7583, 33.0119
Si, 5.9788, 2.6877, 33.1953
Si, 9.7322, 2.922, 33.0745
Si, 0.0852, 4.301, 32.9347
Si, 3.9631, 3.8744, 32.9501
Si, 7.7821, 4.2344, 33.0691
Si, 1.9499, 8.4683, 33.3337
Si, 5.8401, 8.3587, 32.8637
Si, 9.6161, 8.25, 32.923
Si, -0.0983, 9.6692, 33.0853
Si, 3.9022, 9.746, 33.1319
Si, 7.7356, 9.7537, 32.9144
Si, -0.0375, 0.082, 34.9994
Si, 3.9219, 0.1279, 35.0353
Si, 7.7887, 0.0338, 34.9624
Si, 1.922, 1.4023, 34.9585
Si, 5.8876, 1.4004, 35.125
Si, 9.6732, 1.4729, 34.9712
Si, -0.0389, 5.5488, 34.9262
Si, 3.8806, 5.4583, 34.8102
Si, 7.7084, 5.5836, 34.9706
Si, 1.9326, 6.8263, 34.9912
Si, 5.7739, 6.9176, 34.8163
Si, 9.6318, 6.9251, 34.9087
Si, 1.9278, 2.775, 36.8802
Si, 5.8152, 2.815, 36.9618
Si, 9.6573, 2.7897, 36.911
Si, -0.0103, 4.1441, 36.8557
Si, 3.868, 4.1458, 36.8326
Si, 7.7357, 4.1634, 36.8806
Si, 1.9528, 8.2154, 36.8996
Si, 5.7986, 8.2158, 36.8351
Si, 9.6784, 8.2211, 36.8843
Si, 0.0082, 9.5799, 36.8812
Si, 3.8768, 9.5929, 36.8855
Si, 7.7525, 9.574, 36.8724
Si, 0, 0, 38.8141
Si, 3.8672, 0, 38.8141
Si, 7.7343, 0, 38.8141
Si, 1.9336, 1.3673, 38.8141
Si, 5.8008, 1.3673, 38.8141
Si, 9.6679, 1.3673, 38.8141
Si, 0, 5.469, 38.8141
Si, 3.8672, 5.469, 38.8141
Si, 7.7343, 5.469, 38.8141
Si, 1.9336, 6.8362, 38.8141
Si, 5.8008, 6.8362, 38.8141
Si, 9.6679, 6.8362, 38.8141
Si, 1.9307, 2.7166, 6.7834
Si, 5.7879, 2.7502, 6.7398
Si, 9.6729, 2.7463, 6.7559
Si, 0.0078, 4.105, 6.7742
Si, 3.8555, 4.097, 6.7661
Si, 7.7263, 4.1001, 6.7798
Si, 1.9658, 8.1472, 6.807
Si, 5.7848, 8.1383, 6.8177
Si, 9.678, 8.1536, 6.765
Si, 0.0127, 9.5024, 6.7545
Si, 3.8759, 9.5377, 6.7739
Si, 7.7393, 9.4739, 6.6617
Si, -0.0283, -0.0673, 8.6637
Si, 3.8743, -0.048, 8.7142
Si, 7.7317, -0.0326, 8.4672
Si, 1.9017, 1.258, 8.6677
Si, 5.8149, 1.3022, 8.5847
Si, 9.6682, 1.3136, 8.6326
Si, 0.0036, 5.4883, 8.7072
Si, 3.881, 5.3016, 8.8002
Si, 7.6997, 5.4182, 8.7637
Si, 1.973, 6.7785, 8.7839
Si, 5.7598, 6.7644, 8.8061
Si, 9.6293, 6.7989, 8.7207
Si, 1.8596, 2.5513, 10.6174
Si, 6.016, 2.2959, 10.6905
Si, 9.754, 2.7194, 10.5348
Si, 0.0711, 4.0716, 10.5772
Si, 3.6699, 4.9726, 12.432
Si, 7.7537, 3.9283, 10.6198
Si, 1.9668, 8.2195, 10.695
Si, 5.8276, 8.1764, 10.7336
Si, 9.6345, 8.274, 10.5699
Si, -0.0148, 9.5616, 10.6432
Si, 3.9076, 9.5963, 10.7182
Si, 7.6829, 9.5834, 10.3699
Si, -0.4081, -0.0919, 12.6231
Si, 3.3385, -0.148, 12.7272
Si, 7.3038, 0.4146, 11.8334
Si, 1.5157, 1.2711, 12.6111
Si, 5.8574, 0.3735, 14.3198
Si, 7.9619, 2.6124, 14.9045
Si, 0.218, 5.2816, 12.6005
Si, 3.9522, 3.6288, 10.5852
Si, 5.7767, 7.108, 12.8908
Si, 2.0615, 6.6814, 12.4961
Si, 8.0155, 5.3626, 13.5713
Si, 9.9837, 6.5009, 13.2555
O, 7.7221, 4.227, 14.733
O, 7.7434, 4.7236, 12.0788
O, 5.6781, 10.2934, 15.5879
O, 5.1452, 5.6053, 12.7344
O, 9.4851, 7.4669, 12.0077
O, 3.2411, 4.0953, 13.7674
O, 0.5403, 4.352, 13.9523
O, 10.4572, 7.4129, 14.5333
O, 11.069, 9.9545, 14.0198
O, 13.244, 2.0068, 14.108
O, 6.5592, 1.8165, 14.6196
O, 4.8205, 8.0563, 13.8114
O, 4.6391, 10.3729, 28.1776
O, 1.5186, 2.2573, 29.6901
O, 7.7741, 4.4906, 29.7042
O, 2.5217, 9.267, 30.3517
O, -1.9427, 7.894, 29.5516
O, -4.9674, 0.1336, 29.828
O, 12.1749, 4.7586, 29.642
O, 4.2028, 4.4525, 31.4021
O, 5.2881, 2.0385, 28.3789
O, 6.4644, 7.8554, 29.3432
O, 0.3911, 8.1874, 28.2311
O, 12.216, 7.2211, 30.7971
Si, 13.1193, 7.8672, 27.1162
Si, 3.368, 8.3508, 14.4988
Si, 8.7266, 3.5012, 28.8214
Si, 7.8967, 2.343, 20.5908
Si, 11.5245, 8.8878, 17.9767
Si, 1.8724, 3.5731, 14.491
Si, 10.6692, 3.8527, 26.5813
Si, -1.7866, 13.2847, 23.9806
Si, 8.9657, 8.8012, 26.3047
Si, 6.7902, 9.137, 21.7181
Si, 10.602, 8.8994, 15.1626
Si, 11.4358, 6.0482, 22.3455
Si, 0.9989, 10.6272, 20.0515
Si, 1.2625, 2.6149, 19.9559
Si, 4.514, 4.8852, 21.8001
Si, 6.5774, 6.5176, 23.2007
Si, 9.3573, 1.3794, 12.4151
Si, 5.8505, 5.2327, 26.1115
Si, 2.6547, 3.8358, 17.5563
Si, 4.558, 1.3536, 18.0172
Si, 4.0564, 2.3361, 23.2527
Si, -0.9518, 8.9372, 28.7511
Si, 13.175, 7.721, 20.164
Si, 8.0919, -0.3441, 23.8066
Si, 3.3533, 5.304, 27.6534
Si, 8.6679, 9.3058, 17.3964
Si, 6.4551, 2.3409, 27.2544
Si, -2.7604, 4.7373, 22.1698
Si, 10.6951, 1.4296, 21.4175
Si, 4.5904, 9.8012, 16.7349
Si, 6.4093, 7.6454, 27.719
Si, 4.1291, 9.4521, 26.9555
Si, 5.5147, 0.4692, 25.1426
Si, 5.1904, 11.6818, 21.0528
Si, 4.0354, 5.9915, 19.1444
Si, 7.6881, 1.4284, 17.6573
Si, 1.1761, 3.5223, 28.7382
Si, -0.5769, 6.7405, 25.2717
Si, -5.3204, 8.1364, 18.7434
Si, 13.6179, 4.1065, 22.5943
O, 2.5383, 9.1277, 26.9537
O, 3.6247, 8.6351, 16.094
O, 10.2694, 2.696, 25.4988
O, 3.7546, 0.2008, 17.1669
O, 5.5871, 6.0384, 22.0252
O, 1.8489, 12.0183, 19.9272
O, 2.0206, 3.4501, 21.1084
O, 4.4658, 10.2483, 25.5798
O, 9.8795, 9.5516, 27.438
O, 6.4978, 8.1308, 22.995
O, 6.4851, -0.1609, 24.0213
O, 6.9322, 8.3933, 20.2442
O, 8.0558, 5.9935, 22.8168
O, 9.1628, -1.5959, 15.8311
O, 9.4913, 4.316, 27.6308
O, 11.7259, 8.817, 16.3581
O, 14.7017, 5.3275, 22.4951
O, 4.9757, 3.5317, 22.5923
O, 4.3905, 4.7605, 20.1745
O, 5.4312, 6.7382, 18.7214
O, 3.2676, 5.324, 17.8637
O, -1.9302, 7.3751, 25.9247
O, 6.4936, 1.0027, 26.3283
O, 2.3287, 6.5544, 27.6073
O, 9.0944, 1.4433, 21.2195
O, 3.8659, 2.7784, 17.7388
O, 8.4183, 2.1972, 16.4142
O, 11.0264, 12.7962, 22.9728
O, 0.4921, 10.3145, 18.5304
O, 4.5763, 0.928, 19.5737
O, 8.8011, 9.6502, 24.9292
O, 2.0152, 3.796, 16.0787
O, 5.2657, 9.2795, 18.131
O, 8.0011, 3.9151, 21.0365
O, 17.1498, 10.1424, 21.4067
O, 7.8482, 2.3629, 28.0757
O, 2.5684, 2.9385, 23.602
O, 6.0796, 1.4643, 17.458
O, 4.6841, 1.7677, 24.6247
O, 0.1708, 3.1261, 27.5262
O, 10.1835, 5.4075, 21.515
O, 8.7461, 12.065, 23.9962
O, 7.5062, 8.5808, 26.9768
O, 0.6921, 7.6844, 18.7748
O, 1.7988, 9.3007, 20.59
O, 4.2216, 5.2329, 26.2771
O, 7.5219, 8.1698, 17.6721
O, 6.3146, 3.6752, 26.3257
O, 12.368, 7.5693, 25.6985
O, 6.1787, 5.9064, 24.6574
O, 0.6134, 4.7593, 23.0085
O, -0.3172, 2.5278, 20.3511
O, 14.6336, 7.0538, 19.8881
O, 4.9439, 8.0497, 27.1059
O, 8.175, 10.8119, 17.8067
O, 8.1344, -1.0017, 22.2831
O, -2.4476, 3.7144, 23.3968
O, 6.5235, -9.2569, 21.1421
O, 6.6419, 6.0982, 27.2498
O, 9.9305, 8.8397, 18.3206
O, 8.0429, 2.2877, 18.9813
O, 4.04, 1.1592, 22.1329
O, 11.1619, 5.1971, 25.7998
O, 1.4394, 3.4183, 18.5649
O, 12.3651, 6.9294, 21.344
O, 10.9218, 6.8822, 23.646
O, 11.3546, 10.9107, 21.0898
O, 2.5227, 3.9477, 27.936
O, 6.2027, 1.5819, 31.9656
O, 14.5995, 6.6332, 30.6711
O, 9.1548, 2.1826, 13.8676
O, -7.5056, 0.6734, 30.3265
O, 2.7555, 9.6907, 13.8131
O, 7.1136, 6.7436, 13.7669
O, -0.5134, -0.7848, 29.7278
O, 4.4314, 5.3922, 28.878
O, 6.7777, -0.3924, 13.2075
O, 2.3075, -14.7044, 14.1162
O, 9.7403, 2.7033, 29.837
O, 4.4576, 11.6751, 13.566

Results
free energy: -183741.802 eV
free energy less fixed offsets of O -568.88, Si -635.61 eV per atom: 1.278 eV

Forces (eV/angstrom), in the order of the atoms: element, x, y, z
Si, 0.002, 0.0415, -0.0103
Si, 0.0074, 0.0385, -0.0043
Si, -0.0082, -0.0124, -0.0293
Si, 0.0034, -0.0521, 0.0161
Si, 0.0016, 0.0088, 0.0166
Si, -0.0001, -0.0285, 0.0032
Si, -0.0046, 0.0429, -0.0109
Si, -0.0104, 0.0613, -0.0106
Si, 0.0154, 0.0402, -0.0069
Si, -0.0034, -0.0293, 0.021
Si, -0.004, -0.0844, 0.0103
Si, 0.002, -0.0397, 0.0083
Si, -0.0016, 0.0347, 0.0079
Si, -0.0011, -0.048, 0.0467
Si, 0.0074, 0.0078, 0.0213
Si, 0.0114, -0.0608, -0.0222
Si, 0.0094, -0.0954, -0.0277
Si, -0.0126, -0.0559, -0.0155
Si, 0.0043, 0.0105, 0.0003
Si, -0.0071, 0.1076, -0.044
Si, 0.0083, 0.0578, -0.0363
Si, -0.0003, -0.0111, 0.0361
Si, -0.0032, -0.0085, 0.0415
Si, 0.0023, -0.0026, 0.0043
Si, 0.0465, -0.136, 0.1
Si, 0.0179, -0.0688, 0.1393
Si, -0.0459, -0.0885, -0.3466
Si, -0.0208, -0.0525, 0.0661
Si, -0.0169, -0.0494, -0.0719
Si, 0.0045, -0.0375, 0.0382
Si, 0.0209, 0.0057, -0.0239
Si, -0.0567, 0.0322, -0.0325
Si, 0.0109, 0.0271, 0.0538
Si, 0.036, -0.1148, 0.0632
Si, -0.0504, -0.1769, 0.135
Si, 0.039, -0.2648, -0.1257
Si, -0.0053, 0.0343, -0.0333
Si, 0.0099, -0.0202, -0.0362
Si, 0.0028, 0.003, -0.046
Si, 0.0172, -0.0538, 0.0338
Si, 0.0034, -0.0703, 0.0317
Si, -0.0137, -0.0647, 0.0409
Si, -0.0033, 0.0693, 0.0434
Si, 0.0038, 0.1068, 0.0372
Si, -0.0025, 0.0552, 0.0191
Si, -0.0032, -0.0194, -0.0222
Si, -0.0135, -0.0373, -0.0054
Si, 0.0136, 0.0856, -0.0815
Si, 0.03, -0.0147, 0.0003
Si, -0.0228, 0.0028, -0.0047
Si, -0.0095, 0.005, 0.0013
Si, 0.0057, -0.0432, 0.0014
Si, 0.0006, 0, -0.013
Si, -0.008, 0.0081, 0.0038
Si, -0.0036, -0.0087, -0.0242
Si, -0.1811, 0.0155, 0.1575
Si, 0.0515, 0.016, 0.0082
Si, 0.0433, 0.0196, -0.0277
Si, -0.0051, -0.0069, 0.0099
Si, -0.0393, -0.0153, 0
Si, 0.0021, 0.0077, -0.0068
Si, -0.0193, -0.009, 0.009
Si, 0.0051, 0.0061, -0.0072
Si, 0.0031, -0.0173, 0.0029
Si, 0.0296, 0.0343, -0.058
Si, -0.0002, 0.0049, 0.002
Si, 0.0033, -0.0068, -0.0026
Si, 0.0076, 0.0025, 0.0102
Si, -0.0027, -0.0053, -0.0142
Si, -0.0079, 0.015, -0.0022
Si, -0.0234, -0.0032, -0.0252
Si, -0.0014, 0.0033, 0.0043
Si, -0.005, -0.0026, -0.002
Si, -0.0005, 0.0013, 0.0161
Si, -0.0074, -0.0084, 0.0017
Si, 0.0061, 0.0066, 0.0018
Si, 0.013, 0.0062, -0.0061
Si, 0.0036, 0.0097, 0.0098
Si, 0.0028, 0.0028, 0.0029
Si, -0.0116, -0.003, -0.0163
Si, -0.0005, 0.0008, 0.0021
Si, 0.0095, 0.0051, 0.0078
Si, 0.0021, -0.0067, -0.0016
Si, -0.0025, -0.0062, 0.0143
Si, 0.0005, -0.0041, -0.0013
Si, -0.0043, -0.0052, 0.0017
Si, 0.0005, -0.0014, -0.0003
Si, -0.0041, -0.0011, 0.001
Si, -0.0003, 0.0059, -0.0034
Si, 0, 0.0031, -0.0017
Si, -0.0036, -0.0042, -0.0067
Si, 0.0034, 0.0021, -0.0073
Si, -0.0014, -0.0044, -0.0014
Si, 0.0033, 0.0037, 0.0012
Si, -0.0024, 0.0021, -0.0014
Si, 0.0046, -0.0028, -0.0006
Si, 0.0264, 0.0581, 0.0016
Si, 0.0109, 0.0871, 0.0715
Si, -0.0118, 0.0341, -0.083
Si, -0.0012, 0.1048, -0.0787
Si, -0.002, 0.075, 0.2533
Si, -0.0379, 0.0484, -0.0051
Si, -0.0006, 0.1401, -0.0438
Si, -0.0285, 0.1269, -0.1768
Si, 0.0261, 0.2838, 0.1558
Si, 0.0124, 0.031, 0.1556
Si, 0.017, 0.0289, -0.2489
Si, 0.0202, -0.0234, -0.018
Si, -0.0004, -0.0042, 0.0011
Si, -0.0003, -0.0029, -0.0002
Si, -0.0018, -0.0022, 0.0002
Si, 0.001, 0.0016, 0.0035
Si, 0.0012, 0.0009, 0.0013
Si, 0.0001, 0.0026, 0.0038
Si, -0.0003, 0.0002, 0.0036
Si, -0.0011, 0, 0.0047
Si, 0.0016, -0.0032, 0.0039
Si, 0.0017, 0.0026, -0.0035
Si, -0.0014, 0.0016, 0.0011
Si, -0.0006, -0.0021, -0.0077
Si, 0.0008, -0.0087, 0.0046
Si, 0.0002, -0.0058, -0.0021
Si, -0.0019, 0.0011, 0.0065
Si, 0.005, 0.0046, -0.009
Si, -0.0023, 0.0055, -0.0015
Si, -0.0005, 0.0056, -0.0062
Si, -0.0049, 0.0023, -0.0032
Si, -0.0021, 0.0038, 0.0016
Si, -0.0005, -0.0033, 0.0058
Si, 0.0046, -0.0027, -0.0006
Si, 0.0034, -0.0047, -0.0028
Si, 0.0009, 0.0015, 0.0023
Si, 0.0058, -0.0022, 0.0119
Si, 0.0017, -0.0035, 0.0065
Si, -0.0066, -0.0042, 0.0064
Si, 0.0014, 0.0079, -0.0016
Si, -0.0026, -0.0091, 0.0103
Si, -0.0091, 0.0145, -0.0103
Si, 0.0013, -0.0021, -0.0068
Si, -0.0018, 0.0022, -0.0076
Si, -0.0004, -0.0096, -0.007
Si, -0.0067, 0.0046, 0.0001
Si, -0.0006, -0.0005, 0.0045
Si, 0.0073, 0.0015, -0.0022
Si, 0.0007, 0.0055, 0.0006
Si, -0.0042, 0.0097, -0.0077
Si, -0.0097, 0.0049, -0.0024
Si, 0.0015, -0.0071, -0.0058
Si, -0.0018, 0.0028, 0.0031
Si, 0.0014, -0.0063, 0.0024
Si, -0.0119, -0.009, 0.0045
Si, 0.0037, -0.0048, -0.0118
Si, -0.0016, -0.0021, 0.0072
Si, 0.001, 0.0071, 0.0048
Si, -0.0075, -0.002, 0.0059
Si, 0.0113, 0.0132, 0.0028
O, 0.0006, 0.0051, -0.0012
O, 0.0009, -0.0109, -0.0111
O, 0, -0.0016, 0.0004
O, 0.0021, -0.0014, -0.0025
O, 0.0001, -0.0004, 0.0031
O, -0.0004, 0.0064, -0.0041
O, -0.0007, 0.0051, -0.0059
O, -0.003, -0.009, -0.0082
O, -0.0006, -0.0056, 0.0028
O, -0.0002, 0.0079, 0.006
O, 0.0001, 0.0022, 0.0018
O, -0.0068, 0.0003, 0.0046
O, 0.0031, 0.0005, 0.0013
O, 0.0063, -0.0111, 0.0086
O, -0.0167, -0.0039, -0.0051
O, -0.0044, -0.028, 0.0343
O, -0.0117, -0.0063, 0.0034
O, 0.003, -0.0021, 0.0026
O, -0.0049, 0.0148, 0.0087
O, 0.0211, 0.1201, -0.0313
O, -0.0028, -0.0003, 0.0053
O, 0.0068, 0.0025, 0.0011
O, 0.0032, -0.0039, -0.002
O, 0.0674, 0.0357, 0.0135
Si, -0.0006, 0.0094, -0.0036
Si, 0.0001, 0.0084, 0.004
Si, 0.0001, 0.0063, -0.0054
Si, -0.0012, 0.0007, -0.001
Si, -0.0002, 0.0007, 0.0011
Si, 0.0035, -0.0091, 0.0046
Si, -0.0027, 0.0021, -0.0039
Si, 0.0006, 0.0004, -0.0004
Si, 0.0043, 0.0035, -0.0005
Si, -0.0016, -0.0014, 0.0015
Si, 0.0002, 0.0054, -0.0013
Si, 0.0006, 0.001, 0.0011
Si, -0.001, -0.0015, 0.0005
Si, -0.0005, -0.0008, -0.0011
Si, -0.0006, 0.001, -0.0004
Si, -0.0045, 0.0067, -0.0027
Si, 0.0068, -0.0039, 0.0062
Si, 0.0101, -0.0017, -0.0048
Si, 0.0002, -0.0026, 0.001
Si, -0.0006, -0.0001, -0.0015
Si, -0.0002, -0.0011, 0.0003
Si, -0.0019, 0.0083, 0.003
Si, -0.0003, 0.0002, 0.0006
Si, -0.0008, -0.0018, 0.0015
Si, -0.021, 0.0059, -0.0215
Si, 0.0008, 0.0012, 0.0016
Si, -0.0026, -0.0041, -0.003
Si, -0.0003, -0.0011, 0.0005
Si, 0.0015, -0.0009, -0.0002
Si, -0.0002, 0.0041, 0.0026
Si, -0.0029, -0.0004, -0.0062
Si, -0.0036, -0.0001, -0.0003
Si, -0.0001, -0.0016, 0.0013
Si, -0.0003, -0.0006, 0.0017
Si, -0.0011, 0.0005, 0.0003
Si, -0.0006, -0.0018, 0
Si, -0.0006, 0.0024, -0.0026
Si, -0.0005, 0.0011, -0.001
Si, -0.0009, 0, 0.0016
Si, -0.0009, 0.0001, 0.0011
O, 0.0018, 0.002, -0.001
O, -0.0004, -0.0026, -0.0055
O, 0.0013, 0, 0.0011
O, 0.0014, -0.0027, -0.0004
O, -0.0053, -0.002, -0.0056
O, 0.0002, -0.0002, 0.0003
O, 0, -0.0006, -0.0025
O, -0.0006, 0, 0.0008
O, -0.0008, 0.0021, 0.0029
O, -0.0003, 0.0009, -0.001
O, 0.0002, 0.0002, -0.0015
O, 0.0007, 0, -0.0007
O, 0.0091, -0.0023, -0.0017
O, 0.0003, -0.001, -0.0015
O, -0.0006, 0.0011, 0.0027
O, 0.0003, -0.0007, 0.0002
O, 0.0011, -0.0001, 0
O, -0.001, 0.0002, 0.0004
O, -0.0001, -0.0008, 0.0004
O, 0.0003, -0.0008, -0.0008
O, -0.0003, -0.0007, -0.0008
O, 0.0006, -0.0047, -0.002
O, -0.0003, 0.0015, 0.0008
O, 0.0041, -0.0132, 0.0174
O, 0.001, -0.0018, 0.0011
O, -0.0007, 0.0007, -0.0005
O, -0.0001, 0.0016, -0.0029
O, -0.0005, -0.0001, -0.0004
O, -0.0003, -0.0011, -0.0007
O, -0.0021, -0.0006, -0.0017
O, -0.0011, 0.0007, -0.0015
O, -0.0007, 0.0006, -0.0009
O, -0.0011, 0.0001, -0.0017
O, -0.0004, 0.0004, -0.0007
O, -0.0001, -0.0016, 0.0001
O, 0.0013, -0.0029, 0.0027
O, 0.0005, -0.0008, 0
O, -0.0002, -0.0002, -0.0002
O, -0.0003, 0.0012, -0.0007
O, -0.0053, -0.005, -0.0051
O, -0.0012, -0.0005, -0.0023
O, 0.0005, 0.0003, 0.0001
O, -0.0064, -0.0028, 0.0042
O, 0, -0.0005, -0.0002
O, -0.0001, -0.0002, 0
O, -0.0098, -0.0019, 0.0051
O, -0.0005, -0.0008, -0.0003
O, -0.0032, 0.0047, -0.0026
O, 0.0001, -0.0024, -0.0013
O, -0.004, -0.0036, 0.0096
O, -0.0009, -0.0003, 0.0001
O, -0.0009, -0.0001, 0.0004
O, -0.0005, -0.0007, -0.0005
O, 0.0026, -0.0022, 0.0009
O, 0.0001, -0.0001, 0.0003
O, 0, -0.0001, -0.0007
O, 0.0001, -0.0011, 0.0017
O, 0.0007, 0.0005, 0.0001
O, 0.0002, 0.0013, 0.0053
O, 0, -0.0006, -0.0009
O, 0.0005, 0.001, 0.0004
O, -0.0013, 0, 0.0003
O, 0.0008, -0.0016, 0.0008
O, -0.0001, 0, -0.0008
O, -0.0005, -0.0006, -0.0006
O, -0.0005, 0.0008, 0.0011
O, -0.0013, 0.0002, -0.0001
O, 0.0171, 0.007, -0.0016
O, 0.0136, -0.0122, -0.0039
O, 0.0812, -0.1563, 0.0189
O, 0.0003, -0.0007, -0.003
O, -0.0146, -0.0071, 0.0072
O, 0.0057, -0.0103, 0.0004
O, 0.0016, 0.0012, 0.0005
O, -0.0052, 0.0016, -0.0024
O, -0.007, -0.0104, -0.0326
O, 0.0071, -0.0046, -0.0046
O, 0.0023, -0.0046, -0.006
O, 0.0053, 0.0001, 0.0026
O, -0.0003, 0.0006, 0.0023

The program warned: the cutoff lies below the one the program advises for these potential files; the forces do not sum to zero within the program's tolerance; the exchange-correlation potential is rough where the density is thin.
